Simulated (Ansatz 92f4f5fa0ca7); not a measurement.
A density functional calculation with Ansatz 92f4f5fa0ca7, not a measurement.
Periodic cell of 223 atoms, Si132O90P1, from a study of silicon, its oxide and their interface. The atomic structure is a simulated model.
Doubt: the cutoff is far below the 930 eV that the study's wrapper takes by default for these files, so forces and energies are approximate.

Settings: functional PBE; potential files Ansatz PAW; basis plane waves; wave-function cutoff 580 eV; density cutoff ratio 5; exchange-correlation grid ratio 1; k mesh 1 x 1 x 1, Gamma-centred; self-consistency stop 5e-08 eV per atom in the density residual; occupations fixed; spin none; net charge +1 e, with a uniform compensating background and no finite-size correction.

Cell vectors (angstrom)
a, 10.938, 0, 0
b, 0, 10.938, 0
c, 0, 0, 32.1988

Atoms: element, x, y, z (angstrom)
Si, 10.5896, 0.2134, 24.8677
Si, 5.7527, 10.6861, 24.7234
Si, 2.4883, 2.9334, 24.6265
Si, 8.4382, 2.4437, 24.7902
Si, 0.2926, 5.1724, 24.7522
Si, 5.1041, 5.7823, 24.6549
Si, 2.8967, 8.0186, 24.6448
Si, 7.9284, 8.4441, 24.7337
Si, 1.3484, 1.375, 25.9956
Si, 6.8589, 1.3067, 26.099
Si, 4.0375, 4.1268, 25.9728
Si, 9.6015, 4.0579, 26.0455
Si, 1.3932, 6.8152, 26.0117
Si, 6.7416, 6.8549, 25.9964
Si, 4.1011, 9.5555, 25.9646
Si, 9.4702, 9.5605, 26.1296
Si, 2.7294, -0.0076, 27.3351
Si, 8.168, -0.0166, 27.5432
Si, 0.011, 2.7134, 27.4548
Si, 5.4476, 2.7513, 27.344
Si, 2.7388, 5.4681, 27.4355
Si, 8.1766, 5.472, 27.3298
Si, -0.0027, 8.1825, 27.3738
Si, 5.4312, 8.2066, 27.4274
Si, 4.0832, 1.3702, 28.7187
Si, 9.5888, 1.3556, 28.8432
Si, 1.3672, 4.1046, 28.808
Si, 6.8304, 4.105, 28.7227
Si, 4.1045, 6.825, 28.8069
Si, 9.5489, 6.8185, 28.7294
Si, 1.3716, 9.568, 28.7264
Si, 6.7809, 9.5437, 28.8532
Si, 0.0236, -0.0248, 30.1613
Si, 5.4293, 0.0146, 30.1508
Si, 2.7418, 2.7239, 30.1459
Si, 8.1938, 2.7483, 30.1324
Si, -0.0247, 5.4663, 30.1331
Si, 5.4863, 5.4565, 30.1467
Si, 2.7231, 8.2097, 30.1293
Si, 8.2031, 8.1765, 30.1528
Si, 1.3811, 1.3556, 31.5304
Si, 6.8271, 1.3781, 31.4935
Si, 4.1152, 4.09, 31.5149
Si, 9.5622, 4.0996, 31.5144
Si, 1.351, 6.8434, 31.4815
Si, 6.849, 6.8141, 31.537
Si, 4.0794, 9.5733, 31.518
Si, 9.5793, 9.5491, 31.5175
Si, 2.7417, -0.0063, 0.719
Si, 8.1964, 0.0049, 0.6569
Si, -0.0029, 2.732, 0.6894
Si, 5.4847, 2.7283, 0.6952
Si, 2.7303, 5.4912, 0.6479
Si, 8.2188, 5.4495, 0.7158
Si, 0.0128, 8.1838, 0.69
Si, 5.4675, 8.2082, 0.686
Si, 4.1328, 1.3624, 2.0737
Si, 9.5573, 1.349, 2.0493
Si, 1.3784, 4.1344, 2.0225
Si, 6.8492, 4.0801, 2.0804
Si, 4.0992, 6.8284, 2.0487
Si, 9.5869, 6.8329, 2.0692
Si, 1.3783, 9.5394, 2.0676
Si, 6.8321, 9.6, 2.0438
Si, -0.0172, -0.0446, 3.388
Si, 5.4992, 0.0095, 3.4885
Si, 2.7777, 2.7987, 3.3552
Si, 8.1877, 2.6807, 3.4651
Si, 0.031, 5.4746, 3.4429
Si, 5.4723, 5.4621, 3.4112
Si, 2.7734, 8.2003, 3.4623
Si, 8.2028, 8.232, 3.3753
Si, 1.3922, 1.3913, 4.634
Si, 6.8463, 1.3455, 4.9183
Si, 4.1515, 4.0833, 4.812
Si, 9.5781, 4.079, 4.7662
Si, 1.4145, 6.8272, 4.8292
Si, 6.8233, 6.8864, 4.7345
Si, 4.1365, 9.5736, 4.8517
Si, 9.5524, 9.5482, 4.798
Si, 2.7436, 0.1078, 6.0674
Si, 8.2087, -0.0625, 6.273
Si, 0.0308, 2.6727, 6.0522
Si, 5.4742, 2.7252, 6.2969
Si, 2.8162, 5.4753, 6.1886
Si, 8.1739, 5.4778, 6.0484
Si, 0.0111, 8.1865, 6.1599
Si, 5.5286, 8.2219, 6.2439
Si, 3.8339, 1.5729, 7.6096
Si, 9.8405, 1.1382, 7.4588
Si, 1.6327, 3.7988, 7.3213
Si, 6.6492, 4.4142, 7.4866
Si, 4.4057, 6.6318, 7.5539
Si, 9.3656, 6.9475, 7.4126
Si, 1.1388, 9.9174, 7.3021
Si, 7.1619, 9.2277, 7.6774
O, 8.3102, 8.0846, 7.9271
O, 2.7163, 2.736, 7.9697
O, 9.5392, 1.3271, 24.2126
O, 3.9968, 6.9059, 24.0486
O, 0.0289, 0.0251, 7.9701
O, 5.5274, 5.5104, 8.0418
O, 6.848, 9.5683, 24.1544
O, 1.3675, 4.0617, 24.1315
O, 3.8598, 7.3853, 8.9425
O, 0.8113, 4.3724, 8.6115
O, 9.8118, 6.1697, 8.8065
O, 2.1117, 9.3827, 8.5107
O, 7.5035, 3.9258, 8.8141
O, 4.2695, 0.9212, 9.0762
O, 6.7322, 9.5584, 9.2331
O, 9.2072, 1.8591, 8.802
O, 7.7006, 3.146, 23.5008
O, 10.62, 5.9531, 23.4275
O, 5.109, 0.4533, 23.3859
O, 5.8305, 5.0886, 23.3498
O, 3.1201, 2.2251, 23.2603
O, 2.1855, 8.8072, 23.1178
O, 8.6631, 7.7984, 23.3818
O, 0.141, 10.3097, 23.4312
Si, 4.403, 1.5847, 22.4579
Si, 3.4884, 7.9255, 14.0373
Si, 7.1183, 0.9541, 14.6755
P, 0.8985, 9.3817, 22.4687
Si, 1.1788, 4.3063, 11.8904
Si, 6.2635, 8.9582, 15.325
Si, 0.677, 1.3629, 12.307
Si, 8.6391, 4.973, 20.5148
Si, 0.3239, 5.7098, 9.3705
Si, 5.0962, 3.1129, 17.9488
Si, 0.883, 3.7374, 16.7501
Si, 10.3922, 2.8569, 19.2357
Si, 5.2795, 1.179, 10.3561
Si, 0.8649, 0.1871, 19.8051
Si, 6.6442, 9.4582, 10.8708
Si, 9.3254, 9.6567, 18.327
Si, 9.3906, 9.2435, 12.578
Si, 6.5649, 3.8571, 22.5794
Si, 2.4396, 8.0674, 9.3882
Si, 10.5928, 7.3603, 17.0836
Si, 2.5111, 6.2821, 16.5832
Si, 10.1745, 4.4856, 14.1962
Si, 6.129, 9.1689, 18.5213
Si, 7.9677, 2.5715, 9.5861
Si, 8.8789, 2.1398, 12.4592
Si, 5.3338, 6.2326, 18.0768
Si, 3.9264, 0.5497, 19.4763
Si, 4.2758, 3.8356, 12.057
Si, 5.543, 6.5991, 12.1428
Si, 8.0069, 2.4967, 17.2323
Si, 4.3588, 2.476, 14.9734
Si, 1.5394, 1.2064, 15.2672
Si, 1.5712, 9.4096, 12.0527
Si, 8.0501, 6.847, 13.8741
Si, 10.3825, 9.8313, 15.494
Si, 9.8166, 7.0333, 22.5477
Si, 8.1074, 5.4856, 17.4152
O, 6.0464, 7.9565, 11.2968
O, 6.0132, 9.1961, 16.9056
O, 7.6816, 1.3582, 13.2067
O, 0.8905, 1.7399, 13.8795
O, 9.4245, 6.2569, 16.885
O, 6.7607, 6.2004, 13.142
O, 5.1319, 4.6476, 18.6212
O, 9.2223, 2.1522, 18.2946
O, 2.3563, 0.0783, 19.0993
O, 9.413, 10.2256, 16.7779
O, 2.787, 4.4334, 11.7212
O, 5.0569, 10.3094, 19.1159
O, 9.4242, 3.235, 13.5041
O, 0.4441, 1.7614, 19.9751
O, 3.1531, 1.3567, 15.0759
O, 8.1759, 5.3952, 19.0307
O, 3.8897, 6.5857, 17.4008
O, 4.5735, 3.2772, 16.395
O, 9.0596, 5.6608, 14.3233
O, 5.4622, 2.7658, 22.0897
O, 10.6688, 4.139, 15.6952
O, 0.3433, 3.862, 18.2895
O, 10.4059, 10.4995, 19.2419
O, 9.6435, 10.0226, 14.0388
O, 10.9088, 8.2177, 22.0068
O, 1.1902, 2.1517, 16.5448
O, 9.7363, 3.7616, 20.4284
O, 8.1329, 4.0269, 16.7044
O, -0.0415, 9.1015, 11.9154
O, 6.5784, 2.4028, 18.0204
O, 5.5803, 10.714, 11.2047
O, 7.743, 9.5734, 18.8519
O, 10.0285, 1.0189, 12.0702
O, 1.3114, 6.955, 9.0785
O, 0.6231, 4.762, 13.3618
O, 5.6978, 7.6115, 18.9935
O, 5.2354, 5.0821, 11.528
O, 2.7149, 6.979, 15.1251
O, 0.912, 2.7402, 11.4796
O, 0.8621, 10.6789, 15.5661
O, 2.407, 8.5825, 10.9242
O, 4.6948, 2.4276, 11.28
O, 4.2502, 3.5047, 13.6879
O, 2.1997, 4.6731, 16.4918
O, 10.7068, 8.2454, 15.7082
O, 6.9291, 10.2868, 14.6849
O, 2.3391, 8.9487, 13.4371
O, 8.0327, 1.517, 15.9221
O, 4.1284, 6.9928, 12.8639
O, 4.1635, 1.9973, 18.7244
O, 7.3069, 4.4744, 21.2826
O, 8.4109, 2.9225, 11.1122
O, 1.1792, 6.8519, 17.3676
O, 5.6541, 1.5716, 14.7716
O, 8.1291, 9.752, 11.5992
O, 9.2576, 6.3115, 21.2194
O, 8.9626, 7.7125, 12.8687
O, 1.6536, 0.1164, 11.8921
O, 6.64, 6.1426, 17.0737
O, 7.3945, 7.7953, 15.0496
O, 1.2126, 10.2441, 21.2151
O, 10.0446, 8.1927, 18.371
O, 3.9327, 0.8426, 21.0858
O, 0.3334, 5.3284, 10.9392
O, 6.6981, 1.5685, 9.6514
O, 4.7749, 8.7032, 14.691

Results
free energy: -135857.881 eV
free energy less fixed offsets of O -568.88, P -755.39, Si -635.61 eV per atom: -2.771 eV

Forces (eV/angstrom), in the order of the atoms: element, x, y, z
Si, -0.0936, 0.0435, -0.6674
Si, -0.0242, 0.0284, -0.2663
Si, 0.001, -0.0392, -0.227
Si, -0.0455, 0.0718, -0.1003
Si, 0.0123, -0.0244, -0.2796
Si, 0.0629, -0.0326, -0.1489
Si, 0.1302, -0.0511, -0.8206
Si, 0.0202, 0.0054, -0.2928
Si, 0.0504, 0.0149, 0.0844
Si, -0.0104, 0.0275, 0.0781
Si, 0.0242, -0.0352, 0.0537
Si, -0.0152, 0.0089, 0.0347
Si, -0.1518, 0.0263, 0.1536
Si, 0.0426, -0.0135, 0.0186
Si, 0.0122, 0.1276, 0.1562
Si, -0.0215, -0.0934, 0.1197
Si, -0.0364, 0.0031, -0.0721
Si, 0.009, 0.0076, 0.1191
Si, -0.008, -0.0009, 0.0411
Si, -0.0087, 0.0084, -0.0789
Si, 0.0653, 0.0105, 0.0609
Si, -0.0124, -0.011, -0.0958
Si, -0.0192, 0.0275, -0.0271
Si, -0.0161, -0.0596, 0.0412
Si, 0.0403, 0.0248, 0.0944
Si, -0.048, 0.011, -0.1195
Si, -0.0387, -0.0518, -0.0962
Si, 0.0041, -0.0183, 0.0766
Si, -0.0122, 0.0075, -0.0476
Si, -0.0184, 0.0067, 0.0718
Si, -0.0163, -0.0037, 0.0877
Si, 0.0931, 0.0467, -0.1453
Si, 0.0405, -0.0194, -0.0048
Si, -0.0482, 0.0581, 0.0065
Si, 0.0173, -0.0056, -0.0137
Si, -0.0191, 0.0224, 0.0016
Si, -0.0343, 0.0156, -0.0075
Si, 0.0274, -0.0197, 0.0098
Si, -0.0066, 0.0223, -0.018
Si, 0.0109, -0.0447, 0.0071
Si, -0.0013, -0.0031, 0.021
Si, 0.0012, 0.0069, -0.0016
Si, -0.0016, 0.001, 0.0037
Si, -0.0048, -0.0035, 0.0202
Si, 0.0003, -0.0021, -0.0088
Si, 0.0057, -0.002, 0.0227
Si, 0.0014, -0.0143, 0.0291
Si, -0.011, 0.0121, 0.0005
Si, -0.006, 0.0141, 0.0086
Si, 0.0081, 0.0097, -0.0294
Si, 0.0007, -0.0048, -0.0001
Si, -0.0032, -0.0009, -0.0074
Si, 0.0174, -0.0121, -0.0313
Si, -0.008, 0.0128, 0.0076
Si, -0.0169, -0.002, -0.0114
Si, 0.0029, -0.0041, -0.0088
Si, 0.0382, -0.022, -0.0148
Si, 0.0045, 0.0016, -0.0054
Si, -0.0529, 0.0173, -0.0363
Si, 0.0194, -0.0383, 0.0022
Si, 0.0144, 0.0206, 0.0012
Si, 0.0145, -0.019, -0.016
Si, 0.048, -0.0308, -0.0114
Si, -0.0428, 0.0209, -0.0109
Si, 0.0618, 0.1193, 0.0816
Si, -0.0533, -0.0122, -0.0999
Si, -0.0687, -0.1373, 0.1339
Si, 0.0684, 0.0941, -0.0671
Si, -0.0424, -0.0207, -0.0265
Si, 0.0267, 0.0341, 0.0337
Si, -0.0539, -0.004, -0.0746
Si, 0.0135, -0.0592, 0.0968
Si, -0.0058, 0.008, -0.1
Si, -0.0041, -0.0108, 0.0852
Si, 0.0217, 0.0244, -0.0301
Si, -0.0073, -0.01, 0.0255
Si, 0.0175, 0.0197, 0.0344
Si, -0.0036, 0.0174, -0.0381
Si, 0.0193, 0.0194, 0.0792
Si, -0.018, -0.017, -0.0356
Si, 0.0131, 0.0411, -0.062
Si, -0.0046, -0.0169, 0.0156
Si, 0.007, -0.0254, -0.0463
Si, -0.0174, -0.011, 0.004
Si, 0.0004, 0.0082, 0.0073
Si, 0.0037, -0.0031, -0.0594
Si, -0.0065, -0.0146, 0.0011
Si, 0.0103, -0.009, -0.0515
Si, 0.0197, -0.0403, 0.1408
Si, -0.0133, 0.0544, 0.1319
Si, -0.0546, 0.0062, 0.1051
Si, 0.0318, 0.0205, 0.1412
Si, -0.002, 0.0176, 0.1214
Si, 0.0026, -0.0201, 0.1159
Si, 0.0185, -0.0058, 0.1257
Si, -0.0174, 0.0022, 0.1527
O, 0.0107, 0.0029, -0.0663
O, 0.0261, -0.0165, -0.0727
O, 0.0487, -0.0561, 0.1744
O, -0.1076, 0.0837, 0.2307
O, 0.0056, -0.0157, -0.0749
O, -0.0012, -0.0156, -0.0665
O, 0.0428, -0.0163, 0.1426
O, -0.0309, 0.0441, 0.1177
O, 0.0385, -0.0374, -0.1053
O, 0.0381, -0.0438, -0.1075
O, -0.0389, 0.0341, -0.1039
O, -0.0479, 0.0641, -0.1312
O, -0.0438, 0.0485, -0.1309
O, -0.0413, 0.0261, -0.1401
O, 0.0258, -0.0116, -0.1658
O, 0.0442, -0.0421, -0.1073
O, 0.0567, -0.0401, 0.0843
O, 0.0195, -0.0652, 0.0868
O, 0.0436, -0.0618, 0.1347
O, -0.0709, 0.0814, 0.0883
O, -0.053, 0.0423, 0.1214
O, 0.2335, -0.2597, 0.6088
O, -0.0544, 0.0425, 0.1102
O, -0.01, 0.139, 0.4387
Si, -0.0254, -0.0228, -0.2295
Si, 0.011, 0.0141, -0.0837
Si, -0.0188, -0.0112, -0.0946
P, -0.2073, 0.1687, -0.176
Si, 0.0253, -0.0248, 0.0154
Si, -0.0072, -0.0156, -0.1383
Si, 0.0054, -0.0095, -0.0322
Si, -0.0102, -0.0874, -0.2987
Si, 0.0228, 0.0064, 0.1303
Si, 0.0219, 0.0271, -0.1812
Si, 0.0153, -0.0125, -0.1679
Si, 0.0081, -0.0114, -0.222
Si, 0.0097, 0.016, 0.1186
Si, -0.0405, 0.0981, -0.2156
Si, 0, -0.0151, 0.1107
Si, -0.0736, -0.0209, -0.2276
Si, 0.0036, -0.0147, -0.0408
Si, 0.0116, -0.0227, -0.2131
Si, -0.0143, -0.0186, 0.1373
Si, 0.0509, -0.0174, -0.1629
Si, -0.0002, 0.0043, -0.1455
Si, -0.0099, 0.0044, -0.1101
Si, 0.0071, -0.0179, -0.1892
Si, -0.0128, -0.0348, 0.1263
Si, 0.0183, -0.0109, -0.0018
Si, -0.0386, -0.0107, -0.1389
Si, 0.0633, 0.0242, -0.2626
Si, -0.0037, 0.0196, -0.016
Si, 0.0008, -0.0121, 0.0075
Si, -0.0418, -0.0336, -0.1658
Si, -0.0063, -0.0156, -0.1383
Si, 0.0076, -0.0091, -0.1104
Si, -0.0205, 0.0265, 0.02
Si, -0.0079, -0.0069, -0.071
Si, 0.0308, 0.0172, -0.1526
Si, 0.0752, 0.1025, -0.2046
Si, -0.0004, 0.0034, -0.1905
O, 0.0042, 0.0181, -0.0267
O, -0.0041, 0.006, 0.1606
O, -0.015, -0.0065, 0.027
O, 0.0095, -0.0017, 0.0548
O, -0.0208, -0.0046, 0.0556
O, 0.009, 0.0056, 0.0168
O, -0.0021, 0, 0.0603
O, 0.0647, 0.0151, 0.108
O, -0.079, -0.0177, 0.1033
O, -0.0295, -0.0151, 0.1393
O, -0.0045, 0.0004, -0.0033
O, -0.0489, 0.0394, 0.067
O, 0.0016, 0.0116, 0.0199
O, 0.0405, -0.0877, 0.0696
O, -0.0042, 0.0058, 0.0339
O, 0.0335, -0.0124, 0.1992
O, 0.0506, 0.0043, 0.0758
O, 0.0222, 0.0201, 0.121
O, 0.0073, -0.0061, 0.0359
O, 0.0208, 0.0329, 0.0646
O, 0.0256, -0.0083, 0.0924
O, -0.054, -0.0354, 0.1413
O, 0.1429, 0.0482, 0.1304
O, 0.014, 0.0088, 0.0687
O, -0.0457, -0.1006, 0.1318
O, -0.0161, 0.0329, 0.0661
O, -0.0322, 0.0457, 0.1142
O, -0.002, 0.0137, 0.0527
O, -0.0031, -0.0022, 0.0007
O, -0.0147, 0.0112, 0.0569
O, 0.0004, 0.008, -0.0362
O, 0.023, 0.0023, 0.0667
O, -0.0092, -0.0004, 0.0014
O, 0.0001, 0.0044, -0.0546
O, -0.0151, 0.0042, 0.0287
O, 0.0052, 0.0131, 0.0732
O, 0.0022, -0.0009, -0.0091
O, -0.0224, -0.0324, 0.0868
O, -0.0055, 0.003, -0.0058
O, -0.0188, -0.007, 0.04
O, 0.0138, -0.0155, -0.0686
O, 0.0089, -0.0262, -0.0311
O, 0.0022, -0.0193, 0.0519
O, -0.0042, -0.0031, 0.0394
O, -0.0094, -0.0258, 0.078
O, 0.0031, -0.0058, 0.0317
O, 0.0078, -0.0095, 0.0166
O, 0.0252, 0.0406, 0.1012
O, -0.0104, 0.0094, 0.0167
O, -0.0151, -0.0695, 0.0942
O, -0.0508, -0.0228, 0.136
O, -0.0078, 0.0025, -0.0536
O, -0.0229, 0.0147, 0.0564
O, 0, 0.0056, 0.0356
O, -0.0125, 0.0031, -0.0159
O, 0.0733, 0.1263, 0.201
O, -0.0025, 0.0007, 0.014
O, 0.0013, -0.0015, -0.0007
O, 0.001, -0.0065, 0.0568
O, -0.0114, 0.0165, 0.0523
O, 0.0454, -0.2803, 0.5441
O, -0.035, 0.0297, 0.063
O, 0.0121, 0.0487, 0.2102
O, -0.013, 0.0183, -0.0575
O, 0.0149, 0.0111, -0.052
O, 0.0236, 0.0075, 0.0426

The program warned: the cutoff lies below the one the program advises for these potential files; the exchange-correlation potential is rough where the density is thin.
